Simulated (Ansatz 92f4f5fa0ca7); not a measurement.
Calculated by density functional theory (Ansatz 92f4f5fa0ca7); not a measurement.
Periodic cell of 223 atoms, Si133O90, from a study of silicon, its oxide and their interface. The atomic structure is a simulated model.
Doubt: the cutoff is far below the 930 eV that the study's wrapper takes by default for these files, so forces and energies are approximate.
This geometry differs little from another in the collection (a relaxation step or a small displacement).

Settings
functional: PBE
potential files: Ansatz PAW
basis: plane waves
wave-function cutoff: 580 eV
density cutoff ratio: 5
exchange-correlation grid ratio: 1
k mesh: 1 x 1 x 1, Gamma-centred
self-consistency stop: 5e-08 eV per atom in the density residual
occupations: fixed
spin: none
net charge: 0

Cell vectors (angstrom)
a  10.938  0  0
b  0  10.938  0
c  0  0  32.2378

Atoms and the computed forces on them: element, x, y, z (angstrom), force x, y, z (eV/angstrom)
Si  -0.3823  0.2271  24.801  -0.0922  0.0236  -0.0926
Si  5.2316  0.2451  24.9408  -0.0632  0.0278  -0.1081
Si  2.9329  2.4446  24.9705  0.0888  -0.0184  -0.0359
Si  8.3498  2.5471  24.7418  0.1042  -0.0262  -0.1069
Si  -0.4229  5.6654  24.6084  -0.1107  0.1037  -0.0962
Si  5.1595  5.544  24.6978  -0.0529  0.0657  -0.1202
Si  3.1291  8.0246  24.6113  0.0743  -0.1048  -0.0939
Si  8.4094  8.0745  24.8045  0.0872  -0.1169  -0.076
Si  1.2841  1.2863  26.1252  0.0615  0.0337  0.0594
Si  6.8179  1.4328  26.149  -0.0452  0.0294  0.0599
Si  4.0503  4.1074  26.1882  -0.0352  -0.0454  -0.007
Si  9.532  4.1033  26.0793  -0.0427  0.0513  0.017
Si  1.3574  6.8452  25.8064  -0.0225  0.0181  -0.0036
Si  6.7876  6.7858  25.9711  0.0281  0.0031  0.026
Si  4.1059  9.525  26.1545  0.0271  -0.0039  0.0506
Si  9.5246  9.5862  26.1901  -0.0171  -0.0121  0.0138
Si  2.7065  -0.0385  27.4817  -0.0268  0.0018  -0.0748
Si  8.1558  0.0276  27.5009  0.0525  -0.0065  -0.0448
Si  -0.0076  2.759  27.4587  0.008  -0.0731  -0.0593
Si  5.4656  2.7818  27.5119  0.0033  -0.0188  -0.0733
Si  2.6466  5.5287  27.4106  0.038  -0.0015  -0.0126
Si  8.1619  5.4757  27.4349  0.0191  -0.0018  -0.0639
Si  0.0518  8.1848  27.397  0.001  -0.0102  -0.0227
Si  5.5124  8.1688  27.4554  -0.0401  -0.0068  -0.0571
Si  4.1018  1.3673  28.8195  -0.1026  -0.0722  0.0101
Si  9.5708  1.3673  28.8195  -0.0338  0.1839  0.1189
Si  1.3673  4.1018  28.8195  -0.1057  0.2719  -0.006
Si  6.8362  4.1018  28.8195  0.1215  0.272  0.4279
Si  4.1018  6.8362  28.8195  -0.1879  0.003  -0.2045
Si  9.5708  6.8362  28.8195  0.1146  0.0055  -0.4099
Si  1.3673  9.5708  28.8195  -0.0644  -0.3973  0.2504
Si  6.8362  9.5708  28.8195  -0.0763  -0.1366  0.2724
Si  0  0  30.1868  -0.0611  -0.044  -0.0373
Si  5.469  0  30.1868  -0.0614  -0.1178  0.0066
Si  2.7345  2.7345  30.1868  0.039  0.0121  -0.0315
Si  8.2035  2.7345  30.1868  0.0627  0.028  0.024
Si  0  5.469  30.1868  -0.0427  -0.0997  0.0042
Si  5.469  5.469  30.1868  -0.0243  -0.0826  -0.0101
Si  2.7345  8.2035  30.1868  0.0248  0.0295  0.017
Si  8.2035  8.2035  30.1868  0.0532  0.109  -0.0266
Si  1.3673  1.3673  31.554  -0.0068  -0.0045  -0.0199
Si  6.8362  1.3673  31.554  -0.0057  0.0156  -0.043
Si  4.1018  4.1018  31.554  0.0294  0.0168  0.0002
Si  9.5708  4.1018  31.554  -0.0202  0.029  -0.0133
Si  1.3673  6.8362  31.554  0.0069  0.0066  -0.0382
Si  6.8362  6.8362  31.554  -0.0174  0.0104  -0.0277
Si  4.1018  9.5708  31.554  -0.0284  0.0401  -0.0093
Si  9.5708  9.5708  31.554  -0.0112  -0.0199  0.0014
Si  2.7345  0  0.6835  0.0654  -0.0645  0.0085
Si  8.2035  0  0.6835  -0.0088  0.0199  0.0195
Si  0  2.7345  0.6835  -0.0627  0.033  0.0124
Si  5.469  2.7345  0.6835  0.005  -0.0317  0.0322
Si  2.7345  5.469  0.6835  -0.0318  -0.0031  0.0171
Si  8.2035  5.469  0.6835  0.0295  -0.063  0.0008
Si  0  8.2035  0.6835  0.0293  -0.0037  0.0279
Si  5.469  8.2035  0.6835  0.0196  0.0158  0.0169
Si  4.1018  1.3673  2.0507  -0.0638  -0.0132  -0.0062
Si  9.5708  1.3673  2.0507  0.0446  -0.0122  0.0212
Si  1.3673  4.1018  2.0507  0.0363  -0.0264  0.0465
Si  6.8362  4.1018  2.0507  0.0252  0.1102  -0.0182
Si  4.1018  6.8362  2.0507  0.0165  -0.0249  0.0325
Si  9.5708  6.8362  2.0507  -0.064  0.0353  -0.0195
Si  1.3673  9.5708  2.0507  0.0087  0.1126  -0.0166
Si  6.8362  9.5708  2.0507  0.0135  -0.0226  0.0502
Si  0  0  3.418  0.3786  0.2536  -0.4201
Si  5.469  0  3.418  -0.2392  0.0231  0.1858
Si  2.7345  2.7345  3.418  -0.0787  -0.2273  0.0741
Si  8.2035  2.7345  3.418  0.0665  0.1074  0.1219
Si  0  5.469  3.418  -0.0292  0.086  0.2822
Si  5.469  5.469  3.418  0.0682  -0.1689  -0.3072
Si  2.7345  8.2035  3.418  0.0114  0.0277  0.1941
Si  8.2035  8.2035  3.418  0.2335  -0.0902  -0.1983
Si  1.3586  1.3536  4.8268  0.0364  0.0017  0.0099
Si  6.8275  1.3777  4.7795  0.0152  -0.0213  0.033
Si  4.1412  4.0625  4.7578  -0.0467  -0.0056  0.0118
Si  9.5885  4.092  4.8206  0.0114  0.0045  0.0188
Si  1.383  6.839  4.8204  -0.0015  0.0171  0.011
Si  6.8449  6.8199  4.7439  0.0338  0.0012  0.0627
Si  4.0729  9.5846  4.8291  0.0203  -0.0238  0.015
Si  9.6473  9.5591  4.7185  -0.0131  -0.0419  0.0455
Si  2.6971  -0.022  6.2825  -0.0577  0.0585  0.0127
Si  8.2906  0.0099  6.0031  0.032  0.0069  -0.0591
Si  0.0285  2.7523  6.2402  -0.0313  -0.0123  -0.0449
Si  5.4575  2.6978  6.2049  0.0177  0.0652  -0.0349
Si  2.8021  5.4411  6.1159  0.0362  -0.0212  -0.0575
Si  8.1917  5.4619  6.1569  -0.0387  0.0355  0.018
Si  0.0796  8.2986  6.1942  -0.0371  0.0448  -0.0282
Si  5.5033  8.2023  6.1084  0.0156  -0.0107  -0.0967
Si  3.8962  1.5317  7.5801  -0.089  0.0268  0.1175
Si  9.7082  1.1668  7.4793  0.0783  -0.1062  0.0863
Si  1.7342  3.8603  7.4852  0.1486  -0.089  0.2014
Si  6.5687  4.3335  7.4894  -0.0544  0.0228  -0.0353
Si  4.379  6.6128  7.4079  0.0245  -0.1139  0.143
Si  9.3545  7.1495  7.3257  -0.0278  0.0423  -0.0326
Si  1.0772  9.8999  7.7615  -0.0278  0.0312  0.0147
Si  7.1749  9.369  7.2702  0.1146  -0.0537  0.22
O  4.0703  1.3387  24.4359  -0.079  0.0312  0.0826
O  9.5092  6.9436  24.3263  -0.0009  -0.0106  0.1068
O  4.1487  6.7696  24.1944  -0.0185  0.0014  0.0829
O  9.4668  1.391  24.3137  -0.0082  -0.0005  0.075
O  5.4725  5.485  7.9579  -0.0192  0.0433  -0.0791
O  1.536  -1.3414  9.3387  0.0023  0.0073  -0.0561
O  8.2151  8.22  7.888  -0.0692  0.0701  -0.0861
O  2.8048  2.7067  8.0556  -0.0439  0.0481  -0.1004
O  7.0895  3.6195  8.8862  0.0458  -0.019  -0.0024
O  1.2289  4.7099  8.8189  -0.0689  -0.0091  -0.1122
O  3.6895  7.3477  8.7186  0.0068  -0.0053  -0.0708
O  10.8224  0.0706  8.0033  -0.0425  0.0272  -0.042
O  10.2203  6.6324  8.624  0.0341  -0.0797  0.0073
O  1.2514  6.1795  16.5449  0.0112  0.0018  -0.0015
O  4.4659  0.774  8.958  0.0496  -0.0459  -0.044
O  6.6842  10.3193  8.5089  -0.0748  -0.0222  -0.0435
O  5.5525  4.6426  23.3609  0.0125  -0.0095  0.0476
O  7.7369  3.187  23.3389  -0.018  0.0059  0.0424
O  0.9407  1.5374  22.0067  0.0127  0.0108  0.0444
O  0.1082  10.4245  23.4075  -0.0127  -0.008  0.0641
O  6.0058  10.541  23.6504  0.008  -0.0134  0.0488
O  2.2143  3.1861  23.6833  0.0292  -0.0133  -0.0043
O  1.3126  4.1719  21.3985  0.0294  -0.0286  0.0624
O  8.0451  8.8821  23.4163  -0.0088  0.0168  0.0479
Si  4.798  10.2789  14.3676  0.0306  0.0083  0.0131
Si  0.3196  13.248  14.7125  -0.0139  0.0046  0.0272
Si  7.9904  -6.9571  12.3947  -0.0224  0.024  0.104
Si  12.4869  -12.7097  10.9249  -0.0099  -0.0361  0.0653
Si  -15.0256  -11.1098  12.2365  0.0115  -0.0164  0.066
Si  -0.3143  6.6574  16.5644  -0.029  -0.0373  0.0145
Si  6.926  -1.2086  22.6025  0.0035  -0.0149  -0.0679
Si  3.0848  9.6083  21.7542  0.0104  -0.0106  -0.0953
Si  12.8444  -8.0941  22.1218  0.035  0.0052  -0.134
Si  -10.1189  9.3767  16.2396  -0.0072  0.0169  0.0036
Si  8.0634  1.874  14.3713  -0.0331  0.0109  0.0134
Si  -6.1392  -5.0573  15.0024  0.0263  -0.0045  -0.0096
Si  5.5614  10.6768  9.6167  0.0284  0.0084  -0.0073
Si  13.5809  -3.8996  16.571  0.0014  -0.0103  0.0158
Si  11.9111  -9.6711  17.6074  0.0039  0.0306  0.0186
Si  -1.2438  13.5387  19.5326  -0.0179  0.0128  -0.0526
Si  -5.2103  6.065  12.1821  0.0223  0.0138  0.0447
Si  -3.0659  8.1692  12.809  0.0006  0.0046  0.0253
Si  14.8554  2.1398  18.3254  -0.0199  -0.002  0.0274
Si  -0.2649  15.4681  21.5608  0.0151  0.0183  -0.0863
Si  1.7165  10.7188  13.6334  -0.0006  -0.0169  0.005
Si  -0.3203  -4.0006  11.9315  0.0109  0.0425  0.0802
Si  -0.1902  5.2899  9.3671  0.0165  0.0169  0.1032
Si  17.9033  -1.4569  18.1895  -0.0058  -0.0103  0.0079
Si  11.3695  10.933  21.8877  -0.0079  0.0085  -0.1108
Si  -6.8198  7.8295  10.2206  -0.0161  0.0122  0.1337
Si  6.4059  3.5657  22.459  -0.0002  0.0149  -0.0492
Si  4.4555  12.4468  21.2185  -0.0373  0.0151  -0.0972
Si  -4.2138  -2.7899  15.5095  0.0115  0.0069  0.003
Si  4.3393  4.9138  17.6845  0.0278  -0.0267  0.0389
Si  -0.4426  5.1494  14.0379  0.0043  0.0399  0.0282
Si  5.2408  8.1415  20.48  0.0004  -0.0257  -0.0636
Si  8.4874  3.0788  9.534  -0.0094  -0.0107  0.0652
Si  20.2501  5.5159  19.1718  -0.0253  -0.0237  -0.0135
Si  6.0741  12.0354  16.4584  0.0188  -0.0149  0.0127
Si  -4.5308  16.3592  19.8936  0  0.0567  -0.0749
Si  -2.3213  10.9215  20.2941  -0.0064  0.0138  -0.0775
O  9.6858  12.8626  14.4784  0.0168  -0.0083  -0.0073
O  0.5394  3.8728  14.2887  0.0037  -0.0082  -0.0094
O  -7.9968  8.9317  23.2394  -0.0146  -0.0174  0.0483
O  2.2251  -2.3137  16.6993  0.0093  -0.0076  -0.0015
O  14.1445  -11.5343  14.1533  -0.0172  0.0004  -0.0151
O  7.6695  11.6329  13.3278  0.0031  -0.0111  -0.0313
O  4.031  10.9596  21.7462  0.0046  0.0123  0.0353
O  6.7194  4.2807  21.0211  0.0039  -0.0344  0.0668
O  4.8582  -5.4924  13.4264  -0.0212  -0.0024  0.0216
O  -2.5489  2.9718  11.1618  0.0138  -0.0119  -0.0804
O  -7.4504  -4.0856  15.1805  -0.0105  0.0066  -0.01
O  -1.6872  3.9363  18.6894  0.0069  -0.0001  0.0193
O  11.1626  -2.6126  11.3205  -0.0243  -0.0197  -0.0359
O  18.3232  3.1968  13.689  0.0191  0.003  -0.0353
O  -0.4433  -6.0196  23.127  0.0088  0.0165  0.0809
O  7.5811  -0.158  21.5447  -0.01  0.0002  0.045
O  -3.4573  12.6487  15.8886  0.0012  -0.0061  -0.0024
O  -0.3827  8.2756  16.342  0.0096  0.0123  -0.0093
O  -3.5914  8.4413  16.9916  -0.0033  -0.0013  -0.0183
O  -1.8929  7.2358  12.2302  0.0237  -0.018  -0.0348
O  8.2617  9.8204  19.1349  -0.0047  -0.0057  0.0059
O  5.797  8.8184  19.112  -0.0009  0.0121  0.011
O  2.8174  -2.7741  11.1373  0.0261  -0.0096  -0.0682
O  0.7758  -1.0854  14.6635  0.0012  -0.0084  -0.0119
O  -0.9934  -4.5345  18  0.0236  0.0178  -0.0079
O  -1.0763  5.7512  15.4294  0.0114  -0.0012  -0.004
O  6.344  0.5146  10.8408  -0.0104  -0.0016  -0.0634
O  4.9521  9.2397  10.1229  0.0085  0.0182  -0.0694
O  10.1204  -0.2079  20.875  0.017  0.0034  0.0563
O  17.1537  6.6017  15.4253  -0.0094  -0.0071  -0.0014
O  8.5122  1.475  19.6195  -0.0025  -0.0046  0.0316
O  3.44  14.6525  18.3539  0.0078  0.0103  -0.0114
O  -5.5608  6.528  20.4802  0.0021  -0.0021  0.0351
O  5.4719  -0.7216  12.901  -0.0043  0  -0.0219
O  0.715  2.1825  16.2862  0.003  0.0009  -0.0199
O  7.8315  6.1023  19.4995  0.0065  -0.0095  0.0157
O  0.5738  -0.2861  17.2418  0.0002  -0.0149  -0.0012
O  -1.6214  4.6921  13.0076  -0.0102  -0.0017  -0.0347
O  1.6011  10.3837  12.0282  -0.0051  0.0103  0.0053
O  6.4041  10.8383  17.4991  -0.0045  0.0114  -0.0138
O  4.843  -4.4108  10.8989  -0.0073  0.0329  -0.0462
O  16.6864  4.8766  18.5101  -0.0133  -0.0023  -0.0029
O  6.0452  8.6466  21.7936  0.0121  0.0086  0.0426
O  12.2369  -9.5819  13.8089  0.0006  0.0095  -0.0144
O  14.2021  2.5901  21.3179  -0.0226  -0.0233  0.0916
O  9.6475  15.0721  9.1324  0.012  0.0241  -0.0476
O  4.6122  4.6549  16.0756  -0.0031  0.0031  -0.0199
O  3.6742  -2.3996  20.6788  0.0035  0.0126  0.0449
O  5.6823  2.142  22.0917  -0.0221  0.0069  0.0374
O  -8.378  -9.6646  18.024  -0.0037  -0.0035  -0.0049
O  1.5996  10.0086  21.2435  0.0025  -0.004  0.0485
O  -3.014  8.4781  14.4271  -0.0152  -0.0055  0.0012
O  -5.5678  -1.8947  15.2628  -0.0141  -0.0083  -0.0095
O  -4.0636  15.9237  11.7709  0.0074  -0.0172  -0.0427
O  5.0888  2.1382  17.1968  -0.0011  0.0082  -0.0104
O  8.9169  1.661  8.8524  -0.0089  0.0441  -0.058
O  -0.0354  -5.2397  10.9173  -0.0131  -0.0332  -0.099
O  0.071  1.8912  18.8331  0.026  -0.0109  -0.0112
O  3.5686  6.3818  17.7792  -0.0167  0.0105  -0.0149
O  -3.0827  9.522  11.9057  -0.0127  0.0078  -0.023
O  10.2288  5.7047  20.5259  -0.0147  -0.0014  0.0228
O  11.2956  17.3413  13.3283  -0.017  -0.0201  -0.0211
O  5.2263  0.6911  15.1368  -0.0093  0.0044  -0.0014
O  -1.0452  14.0996  21.071  -0.0019  -0.0011  0.0468
O  4.7116  1.4882  19.6085  -0.0075  0.0131  0.0573
O  6.4404  -3.5072  12.6591  -0.0081  -0.0056  -0.0177

Results
free energy: -135737.345 eV
free energy less fixed offsets of O -568.88, Si -635.61 eV per atom: -2.015 eV

The program warned: the cutoff lies below the one the program advises for these potential files; the forces do not sum to zero within the program's tolerance; the exchange-correlation potential is rough where the density is thin.
